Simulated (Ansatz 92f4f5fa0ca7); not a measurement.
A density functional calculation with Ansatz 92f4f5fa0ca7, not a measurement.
Periodic cell of 442 atoms, Si288O154, from a study of silicon, its oxide and their interface. The atomic structure is a simulated model.
Doubt: the cutoff is far below the 930 eV that the study's wrapper takes by default for these files, so forces and energies are approximate.

Settings: functional PBE; potential files Ansatz PAW; basis plane waves; wave-function cutoff 580 eV; density cutoff ratio 5; exchange-correlation grid ratio 1; k mesh 1 x 1 x 1, Gamma-centred; self-consistency stop 5e-08 eV per atom in the density residual; occupations fixed; spin none; net charge 0.

Cell vectors (angstrom)
a	15.4687	0	0
b	0	15.4687	0
c	2.0816	6.772	33.872

Atoms and the computed forces on them: element, x, y, z (angstrom), force x, y, z (eV/angstrom)
Si	2.0668	7.132	25.1793	-0.0447	-0.019	-0.1551
Si	2.0497	10.2514	24.9721	0.0501	-0.1216	-0.2526
Si	2.0767	14.8902	24.9907	0.0767	0.0296	-0.2194
Si	2.1156	2.5643	25.0268	-0.0343	-0.0901	-0.197
Si	5.711	7.0121	24.8782	0.0809	0.1264	0.1601
Si	6.1093	11.369	25.0404	0.0038	-0.4519	-0.0052
Si	6.0878	13.7689	25.0151	0.0296	0.4575	-0.0447
Si	5.8617	2.7075	24.5568	-0.1414	-0.4104	0.2896
Si	9.8185	7.1361	25.0228	-0.0387	0.174	-0.1068
Si	9.8543	10.2334	25.112	-0.0132	0.0082	-0.301
Si	9.8769	14.8605	25.0606	-0.0398	0.0565	-0.3074
Si	9.8356	2.4876	25.0282	-0.0666	-0.1301	-0.198
Si	-1.867	7.1468	25.0656	0.0625	0.0974	-0.1831
Si	-1.773	10.2399	25.0554	0.0068	-0.0669	-0.2598
Si	-1.798	14.904	25.0662	0.0171	0.0343	-0.2081
Si	-1.854	2.5375	24.9839	0.064	-0.1248	-0.2176
Si	3.9983	6.8478	26.4597	-0.0776	0.0207	-0.0588
Si	4.0857	10.7001	26.2288	-0.1437	-0.0777	-0.1952
Si	4.1032	14.4683	26.2345	-0.1733	0.0849	-0.1683
Si	4.1171	2.8785	26.2229	-0.2102	0.0526	0.0508
Si	7.7731	6.8299	26.2142	-0.066	-0.0604	-0.276
Si	7.8999	10.6641	26.404	0.1662	-0.0185	-0.0535
Si	7.9078	14.4576	26.3577	0.1668	0.0055	-0.0507
Si	7.7463	2.7798	26.1431	0.2589	0.1612	-0.0165
Si	11.7009	6.8416	26.4217	-0.001	-0.0456	-0.1533
Si	11.7848	10.5606	26.4303	-0.0329	0.033	-0.2152
Si	11.7724	14.5827	26.4379	0.0041	-0.0348	-0.1749
Si	11.7341	2.8267	26.3955	-0.0262	0.048	-0.1229
Si	0.084	6.8136	26.4044	-0.0651	0.0339	-0.2864
Si	0.1669	10.5923	26.3697	-0.0348	-0.0034	-0.1553
Si	0.1692	14.548	26.3478	-0.0543	0.0627	-0.1167
Si	0.1261	2.8907	26.3096	-0.0269	-0.0274	-0.2387
Si	4.0556	8.7986	27.7292	0.0222	0.1017	0.0316
Si	3.9798	12.5852	27.6734	0.1114	-0.0297	0.0006
Si	4.0895	16.4221	27.6405	0.0822	-0.002	0.0065
Si	4.0309	4.8196	27.6652	-0.0165	-0.0939	-0.0132
Si	7.8224	8.6949	27.7087	-0.0353	-0.0562	-0.0099
Si	7.9824	12.5744	27.7727	-0.0437	-0.0172	0.0702
Si	7.8312	16.4256	27.6804	-0.0729	-0.0034	-0.006
Si	7.8207	4.8055	27.5558	-0.0137	-0.0224	-0.1954
Si	11.7383	8.6988	27.8356	-0.0067	-0.0054	0.2169
Si	11.7832	12.5714	27.6981	-0.0193	-0.0148	-0.0151
Si	11.7508	16.4487	27.8292	-0.0098	0.0365	0.2506
Si	11.7269	4.8309	27.6727	0.0004	-0.0219	0.0807
Si	0.1424	8.7165	27.7905	0.0425	-0.0445	0.136
Si	0.1536	12.5778	27.6692	0.0176	-0.0164	0.0057
Si	0.1647	16.452	27.7403	0.0447	0.082	0.125
Si	0.1157	4.8302	27.6825	0.0439	-0.0259	0.0345
Si	2.1103	8.7213	29.0995	-0.0505	0.0122	-0.0608
Si	2.068	12.5749	29.0703	0.0553	-0.0043	0.042
Si	2.1381	16.4423	29.0607	-0.089	-0.0107	-0.0939
Si	2.0759	4.8255	29.0425	0.0093	-0.0011	0.0581
Si	5.9436	8.7162	29.1181	0.0045	-0.0336	-0.016
Si	5.957	12.5737	29.0553	-0.0216	-0.001	-0.0292
Si	5.9468	16.4334	29.0951	0.0059	0.0377	-0.0391
Si	5.9583	4.8322	29.0434	-0.0439	-0.0139	0.0257
Si	9.7594	8.7023	29.1043	0.0712	0.061	-0.0552
Si	9.8859	12.5723	29.1177	-0.0373	0.0149	-0.0031
Si	9.7648	16.4452	29.0944	0.0923	-0.0201	-0.0686
Si	9.7628	4.8293	29.0131	0.0379	-0.0068	0.0315
Si	13.6856	8.706	29.1468	0.004	0.0131	-0.0889
Si	13.7072	12.5734	29.0664	-0.0123	-0.006	0.0111
Si	13.7104	16.4433	29.1303	-0.008	-0.0177	-0.1046
Si	13.6592	4.8339	29.0673	-0.0126	0.0038	-0.0195
Si	2.0816	6.772	30.4532	0.1556	-0.1141	-0.2298
Si	2.0816	10.6391	30.4532	-0.0269	0.1266	0.0371
Si	2.0816	14.5063	30.4532	0.0686	0.0539	-0.1752
Si	2.0816	2.9048	30.4532	0.1187	0.0098	-0.2049
Si	5.9487	6.772	30.4532	-0.0119	-0.1455	-0.1321
Si	5.9487	10.6391	30.4532	0.0581	0.2254	0.0432
Si	5.9487	14.5063	30.4532	-0.0143	-0.1383	-0.0623
Si	5.9487	2.9048	30.4532	0.0302	0.0646	-0.1493
Si	9.8159	6.772	30.4532	-0.2321	-0.2484	-0.2124
Si	9.8159	10.6391	30.4532	-0.0271	-0.0676	0.1566
Si	9.8159	14.5063	30.4532	-0.011	0.086	0.0997
Si	9.8159	2.9048	30.4532	-0.2291	0.1758	-0.1775
Si	13.6831	6.772	30.4532	0.0283	-0.2276	0.1263
Si	13.6831	10.6391	30.4532	0.0326	0.2016	0.1625
Si	13.6831	14.5063	30.4532	0.0919	-0.131	0.079
Si	13.6831	2.9048	30.4532	0.0263	0.1622	0.1209
Si	1.9336	0	3.4175	0.0855	0.2266	0.0126
Si	1.9336	3.8672	3.4175	0.0574	-0.1198	0.0187
Si	1.9336	7.7343	3.4175	0.0187	-0.0294	0.0037
Si	1.9336	-3.8672	3.4175	0.1108	-0.3459	-0.1316
Si	5.8008	0	3.4175	-0.1012	0.0619	0.3081
Si	5.8008	3.8672	3.4175	-0.1397	0.2064	0.1709
Si	5.8008	7.7343	3.4175	-0.0856	-0.166	0.0821
Si	5.8008	-3.8672	3.4175	-0.0229	0.1688	-0.0248
Si	9.6679	0	3.4175	-0.1408	0.2359	-0.0913
Si	9.6679	3.8672	3.4175	0.057	-0.0133	-0.067
Si	9.6679	7.7343	3.4175	-0.0278	0.2095	-0.1587
Si	9.6679	-3.8672	3.4175	0.0307	-0.1893	-0.0394
Si	-1.9336	0	3.4175	0.1483	-0.0748	0.0715
Si	-1.9336	3.8672	3.4175	0.0369	-0.0172	0.2416
Si	-1.9336	7.7343	3.4175	0.0642	-0.2695	-0.2099
Si	-1.9336	-3.8672	3.4175	-0.1334	0.0985	-0.0178
Si	1.9783	1.9432	4.8176	-0.0392	0.0496	0.0025
Si	1.9394	5.7881	4.7763	-0.0262	-0.0705	0.0321
Si	1.9238	9.647	4.8019	0.0018	0.012	0.0495
Si	1.9518	-1.944	4.726	0.0073	-0.0246	0.0719
Si	5.7728	1.9616	4.8049	0.1067	0.0663	-0.0604
Si	5.7785	5.8079	4.8365	0.0414	0.0086	0.0314
Si	5.7999	9.6747	4.7525	0.0373	0.0133	-0.0163
Si	5.7942	-1.9346	4.8142	-0.0048	0.0036	0.0445
Si	9.6596	1.9466	4.7946	0.0105	-0.0575	0.1086
Si	9.6882	5.8158	4.7469	0.0043	-0.0298	0.0577
Si	9.6511	9.6619	4.8074	0.0002	-0.0778	0.0777
Si	9.6589	-1.9296	4.7377	-0.0044	-0.0563	0.0628
Si	-1.8943	1.9194	4.8002	-0.0474	0.0077	-0.0293
Si	-1.8998	5.806	4.8111	-0.0031	0.0996	0.1062
Si	-1.9521	9.6491	4.736	-0.047	-0.0489	-0.0043
Si	-1.9612	-1.9356	4.8024	0.0092	0.0552	0.059
Si	0.0543	1.8966	6.1837	-0.0216	0.0593	0.0052
Si	0.0622	5.7442	6.2072	0.0306	-0.0968	0.0133
Si	-0.0736	9.5452	6.1133	0.0495	0.103	-0.0216
Si	0.0462	-2.056	6.0728	0.0195	-0.1133	-0.0291
Si	3.8878	2.0087	6.2579	-0.0114	-0.0354	0.0819
Si	3.7939	5.7736	6.2339	0.0021	0.034	-0.0047
Si	3.9056	9.6392	6.133	-0.0436	0.145	0.0397
Si	3.8137	-1.9296	6.1644	-0.0177	-0.0717	0.0175
Si	7.6998	2.0715	6.1635	-0.0757	0.101	-0.1129
Si	7.7924	5.9031	6.1306	-0.0578	0.0239	-0.1212
Si	7.6815	9.7234	6.1662	-0.036	0.0591	-0.099
Si	7.7808	-1.8933	6.1394	0.0112	0.0888	-0.1341
Si	-3.8481	1.873	6.142	-0.0172	-0.0723	-0.0861
Si	-3.8728	5.8443	6.1352	-0.0251	0.0768	-0.1341
Si	-3.8393	9.6263	6.1322	0.0191	-0.1296	-0.0521
Si	-3.9498	-1.8983	6.1594	0.0698	0.0975	-0.0552
Si	0.0827	-0.1363	7.3851	-0.0003	-0.0722	0.0874
Si	0.0863	3.7987	7.6389	-0.2007	-0.0351	0.0303
Si	0.0764	7.6838	7.5855	-0.1825	-0.1143	-0.0268
Si	-0.0325	-4.0172	7.4603	-0.217	0.0433	-0.0386
Si	3.8537	0.027	7.5444	-0.0178	-0.0995	0.0458
Si	3.8595	3.9079	7.7757	-0.1242	0.057	-0.0749
Si	3.841	7.748	7.5639	0.1362	-0.1315	-0.1211
Si	3.7231	-3.9158	7.5148	0.0782	-0.0124	-0.0231
Si	7.736	0.1039	7.4199	0.0323	-0.0322	-0.0023
Si	7.748	4.058	7.5664	0.2115	-0.0379	0.034
Si	7.6626	7.8101	7.5453	0.1299	-0.0556	0.0127
Si	7.7016	-3.8014	7.5339	0.134	-0.098	0.1398
Si	-3.9637	0.0017	7.6433	-0.0733	0.0919	0.2316
Si	-3.8163	3.8579	7.3629	0.0078	0.0334	0.1675
Si	-3.8648	7.736	7.6034	0.0329	-0.041	0.0684
Si	-3.8945	-3.8846	7.4009	-0.0137	0.0183	0.1603
Si	1.936	-0.2251	8.8979	0.1348	-0.2803	0.1763
Si	1.8901	3.8666	9.2412	0.0458	0.418	-0.3436
Si	1.9649	8.4018	8.8822	-0.0722	0.0849	0.2715
Si	1.7942	-4.6041	8.7941	0.1689	-0.0558	-0.2043
Si	5.8422	-0.3826	8.7371	0.0301	0.0263	0.505
Si	5.8603	4.6388	8.8848	0.2059	-0.6598	0.3008
Si	5.7558	7.0746	8.8145	-0.0636	0.7307	0.2142
Si	5.6915	-3.5399	8.7656	-0.1491	0.1567	0.4232
Si	-5.9914	0.6843	8.9386	-0.0218	-0.1161	0.288
Si	-5.6401	3.8361	8.8036	0.0208	-0.0515	0.185
Si	-5.875	8.2471	8.8688	0.0488	0.1607	0.5513
Si	-5.7602	-4.0826	8.8087	-0.0336	0.0261	0.3449
Si	-1.8535	-0.4637	8.6247	-0.0941	-0.1086	0.3118
Si	-1.9783	4.0169	8.8291	0.0957	-0.0134	0.2649
Si	-1.8632	7.1825	8.8655	-0.0856	0.0361	0.4219
Si	-1.9936	-3.6046	8.7562	0.0955	0.081	0.5044
Si	1.6608	-2.996	10.4902	-0.0897	-0.0078	0.1979
Si	1.4964	2.207	10.8733	0.0363	-0.156	0.1952
Si	6.2358	4.5134	23.11	0.0246	0.2349	-0.279
Si	4.0152	6.772	31.8205	-0.0112	-0.1039	0.0046
Si	4.0152	10.6391	31.8205	0.0016	0.0618	-0.0028
Si	4.0152	14.5063	31.8205	-0.0095	-0.0516	0.0009
Si	4.0152	2.9048	31.8205	-0.0015	0.0704	-0.004
Si	7.8823	6.772	31.8205	0.0218	-0.0565	0.0131
Si	7.8823	10.6391	31.8205	-0.006	0.1252	0.0228
Si	7.8823	14.5063	31.8205	0.0105	-0.0807	0.0121
Si	7.8823	2.9048	31.8205	0.0103	0.0441	0.0147
Si	11.7495	6.772	31.8205	0.0429	-0.0669	-0.022
Si	11.7495	10.6391	31.8205	-0.0131	-0.0148	-0.0004
Si	11.7495	14.5063	31.8205	-0.0186	0.0606	0.0025
Si	11.7495	2.9048	31.8205	0.0329	0.024	-0.0237
Si	0.148	6.772	31.8205	-0.0367	-0.0586	-0.0116
Si	0.148	10.6391	31.8205	-0.0058	0.0535	0.011
Si	0.148	14.5063	31.8205	-0.0233	-0.0002	0.0005
Si	0.148	2.9048	31.8205	-0.0228	0.0147	-0.0079
Si	4.0152	8.7056	33.1877	0.0047	0.0137	-0.0098
Si	4.0152	12.5727	33.1877	0.0124	-0.0051	0.017
Si	4.0152	0.9712	33.1877	0.0044	0.0201	-0.0041
Si	4.0152	4.8384	33.1877	0.0121	0.0026	0.0146
Si	7.8823	8.7056	33.1877	-0.002	0.0053	-0.0148
Si	7.8823	12.5727	33.1877	-0.0186	-0.0151	0.019
Si	7.8823	0.9712	33.1877	-0.0043	-0.0068	-0.0122
Si	7.8823	4.8384	33.1877	-0.0357	-0.0134	0.0092
Si	11.7495	8.7056	33.1877	0.0024	0.0311	0.0017
Si	11.7495	12.5727	33.1877	-0.0348	-0.0336	0.0053
Si	11.7495	0.9712	33.1877	0.0105	-0.0329	0.0164
Si	11.7495	4.8384	33.1877	-0.0282	0.0192	0.0028
Si	0.148	8.7056	33.1877	0.0123	0.0152	-0.0071
Si	0.148	12.5727	33.1877	0.0368	-0.0159	0.0139
Si	0.148	0.9712	33.1877	-0.0115	-0.0011	0.0025
Si	0.148	4.8384	33.1877	0.0639	0.0121	0.006
Si	0	1.9336	0.683	-0.0241	-0.0137	-0.0038
Si	0	5.8008	0.683	0.0096	0.0183	-0.0077
Si	0	-5.8008	0.683	-0.0041	-0.0129	-0.0036
Si	0	-1.9336	0.683	0.0345	-0.0033	0.0039
Si	3.8672	1.9336	0.683	0.0211	0.0077	0.0001
Si	3.8672	5.8008	0.683	-0.0055	-0.0028	-0.0094
Si	3.8672	-5.8008	0.683	0.0329	0.0019	-0.0096
Si	3.8672	-1.9336	0.683	-0.007	-0.01	0.0047
Si	7.7343	1.9336	0.683	-0.0355	-0.0052	-0.0007
Si	7.7343	5.8008	0.683	-0.0058	0.0299	-0.0082
Si	7.7343	-5.8008	0.683	-0.0381	-0.0063	-0.0035
Si	7.7343	-1.9336	0.683	-0.02	-0.0062	-0.0031
Si	11.6015	1.9336	0.683	0.0208	-0.0329	-0.0074
Si	11.6015	5.8008	0.683	-0.0133	0.0321	-0.0206
Si	11.6015	-5.8008	0.683	0.0311	0.0202	-0.0115
Si	11.6015	-1.9336	0.683	-0.0042	-0.0139	0.0051
Si	0	0	2.0503	-0.0266	0.0303	-0.0067
Si	0	3.8672	2.0503	0.0142	-0.0211	0.0086
Si	0	7.7343	2.0503	-0.0176	-0.0204	-0.0092
Si	0	-3.8672	2.0503	0.0203	0.039	0.0132
Si	3.8672	0	2.0503	-0.0145	0.0104	-0.0095
Si	3.8672	3.8672	2.0503	-0.0053	0.0568	-0.0255
Si	3.8672	7.7343	2.0503	-0.0009	-0.0081	-0.0093
Si	3.8672	-3.8672	2.0503	-0.0135	-0.0464	-0.0321
Si	7.7343	0	2.0503	0.0483	0.0311	0.0015
Si	7.7343	3.8672	2.0503	0.0121	0.01	0.0203
Si	7.7343	7.7343	2.0503	0.0328	-0.0711	0.0081
Si	7.7343	-3.8672	2.0503	-0.0102	-0.0045	0.0024
Si	11.6015	0	2.0503	-0.0053	0.072	0.0199
Si	11.6015	3.8672	2.0503	-0.0367	0.0068	0.0021
Si	11.6015	7.7343	2.0503	-0.0142	-0.0393	-0.0124
Si	11.6015	-3.8672	2.0503	0.0181	-0.0626	-0.0153
Si	3.6226	2.649	13.2587	0.1291	0.0201	0.2482
Si	-1.4431	10.7844	17.9175	0.1058	0.0789	-0.0384
Si	-0.1916	7.0884	13.473	-0.0134	0.26	0.2193
Si	6.4455	3.2917	11.8383	0.1382	-0.0444	0.4124
Si	7.9827	5.7568	12.9744	-0.091	0.0334	0.0571
Si	7.4119	0.4791	11.1467	-0.0064	-0.1265	0.2207
Si	8.4865	2.181	18.4066	-0.0588	-0.0242	-0.0259
Si	-5.2299	6.1692	11.0379	-0.03	-0.0396	0.077
Si	2.0006	4.907	17.6649	0.1092	0.0916	-0.0199
Si	7.8396	-2.0999	12.7387	-0.1011	-0.1106	0.0811
Si	-2.1104	12.5513	22.8845	0.1003	0.0157	0.1142
Si	-1.5722	1.7392	10.9237	-0.2214	-0.0972	-0.1664
Si	-2.5799	7.8572	11.7024	-0.0858	0.142	0.331
Si	2.9117	12.851	17.5088	-0.0712	-0.052	-0.049
Si	1.8325	-2.0948	14.7083	0.0171	-0.1141	0.013
Si	1.7186	4.8437	23.0266	0.1629	0.1056	0.0694
Si	1.0972	1.931	17.6226	0.1474	-0.0025	0.0394
Si	1.5827	10.1867	17.4142	0.082	-0.1469	-0.0893
Si	3.3337	-4.0368	12.9374	-0.1326	-0.0623	0.2759
Si	8.0836	6.4385	16.0971	-0.1243	-0.0176	-0.1352
Si	7.9044	-1.5919	15.6715	0.0017	-0.0646	-0.1045
Si	1.903	9.0305	14.4191	-0.0072	0.0276	0.0966
Si	3.9715	6.9581	13.489	0.0181	0.1624	0.3709
Si	6.1985	8.0748	11.7888	0.1332	0.0584	0.4396
Si	-2.6241	-4.5562	11.7429	-0.0721	0.057	0.2175
Si	-2.9896	-0.4136	12.4618	0.0359	-0.2003	0.1747
Si	-4.5763	-0.7509	15.1648	-0.1171	-0.0859	-0.0539
Si	1.9659	6.4366	11.2604	-0.0129	0.2037	0.3792
Si	-4.8619	-2.4741	11.4204	0.0523	-0.1297	0.304
Si	5.2362	14.6449	17.1222	0.0399	-0.0651	-0.0626
Si	11.3127	1.327	17.447	-0.0657	-0.1858	0.0661
Si	2.4111	8.936	20.0076	-0.046	-0.0907	-0.0933
Si	1.3643	14.7536	19.4684	-0.0373	-0.125	-0.0888
Si	4.1082	4.7113	15.3826	0.0155	0.1447	0.0879
Si	-0.5922	-2.5591	12.7031	0.0369	-0.1216	0.2216
Si	8.9197	11.5402	17.571	-0.0036	0.1354	0.0228
Si	-1.7212	3.3364	17.5084	0.0646	0.0824	0.089
Si	9.2026	4.8604	19.9856	-0.1741	-0.0333	-0.2284
Si	7.7018	8.7344	17.8313	-0.1124	-0.0225	-0.0747
Si	-1.5077	4.8558	22.939	-0.0103	0.0268	0.1617
Si	2.951	0.6214	15.4177	0.0044	-0.14	0.002
Si	2.7267	11.0293	22.1741	-0.1456	-0.1004	-0.3566
Si	5.5695	15.5129	22.631	0.0021	-0.1689	-0.1499
Si	6.8453	15.2982	19.762	0.1918	-0.1354	-0.2537
Si	-0.7103	5.7952	16.2506	0.1452	0.1184	-0.0765
Si	6.3721	4.0556	17.3586	-0.0187	0.0603	-0.0992
Si	5.5214	9.559	22.8593	0.0308	-0.0776	-0.0802
Si	2.7159	14.1158	22.1504	-0.1057	-0.0376	-0.1853
Si	11.6482	12.287	16.7665	0.0747	0.1279	-0.0536
Si	5.5032	8.2929	20.0965	-0.2105	-0.0044	-0.1523
Si	6.1123	-4.4923	11.676	0.2072	0.0648	0.3871
Si	8.9954	13.0978	20.2162	0.0475	0.1479	-0.1558
Si	6.1405	5.2433	20.1631	0.043	0.1813	-0.2991
Si	1.7367	5.9965	20.3505	0.0006	0.2006	-0.1622
Si	9.442	4.8132	23.0079	0.2938	-0.0262	0.2318
Si	10.253	12.5198	22.9012	-0.1077	-0.011	0.2005
Si	10.1331	7.0117	18.0087	0.0196	-0.0691	-0.045
Si	-1.4029	5.373	19.9536	0.1703	0.0744	-0.0442
Si	-1.2798	13.0961	20.0877	0.0129	0.0406	-0.1187
Si	11.5939	14.3959	19.2276	-0.0247	-0.0395	0.018
Si	-2.2973	7.7156	18.106	0.1467	-0.0366	0.0239
O	1.8993	0.7633	10.2209	-0.1074	0.1521	-0.1669
O	2.1412	-1.7111	9.5971	-0.1193	0.0825	-0.1555
O	4.7513	5.9514	14.5237	-0.042	-0.0383	-0.0885
O	0.6859	6.4413	12.2682	0.0907	-0.125	-0.2429
O	2.424	2.4882	12.1867	-0.2533	-0.0148	-0.1838
O	2.0498	7.8796	10.4792	-0.0489	0.0448	-0.321
O	-2.153	-4.4556	10.1774	0.0995	0.04	-0.3729
O	8.8161	0.0922	10.37	0.2003	0.0646	-0.2434
O	6.111	0.4762	10.1426	-0.1155	-0.0689	-0.2488
O	6.1527	3.9587	10.3919	-0.1413	0.39	-0.5122
O	5.6205	7.8441	10.2938	-0.1078	-0.2959	-0.4077
O	5.7618	-1.9536	9.2925	0.0191	-0.0623	-0.5231
O	-5.7552	2.279	9.3952	-0.0225	-0.2031	-0.4094
O	-3.0136	9.3779	12.1226	0.0102	-0.0936	-0.1332
O	-0.4919	2.255	17.4091	-0.0701	-0.0116	-0.0349
O	9.4291	7.35	10.2544	-0.0501	0.1024	-0.2766
O	-4.007	-2.2761	15.4156	0.0188	-0.0206	0.0361
O	6.5849	-0.7676	16.1848	-0.0173	0.0105	0.0394
O	-1.8934	-2.0123	9.2528	-0.0349	0.1215	-0.5756
O	-2.0154	6.7888	19.4211	-0.0479	-0.0305	0.0055
O	-2.2245	3.0435	10.1757	0.0366	0.1654	-0.2484
O	-1.9181	5.5851	9.3878	0.0012	0.317	-0.5113
O	-1.7485	8.0002	10.3071	0.1945	-0.0918	-0.3669
O	7.2413	6.8945	12.1014	0.0548	-0.0286	-0.0635
O	-3.8743	-1.1605	11.2808	0.0018	0.1383	-0.1545
O	1.6684	9.0135	18.5478	0.0005	0.028	0.0655
O	9.5023	5.6867	12.4093	0.1827	0.0398	-0.1655
O	3.1008	-2.9244	14.1007	0.0676	0.0107	-0.0937
O	-5.801	-5.6326	9.4664	0.0007	-0.1905	-0.7074
O	7.2446	-0.6376	12.3304	-0.0141	0.2158	-0.199
O	-2.0366	6.1583	23.7601	0.0176	-0.0336	0.0613
O	8.2498	12.8329	16.8576	-0.0058	-0.0466	0.0521
O	-1.7074	7.2966	12.9507	-0.0153	-0.075	-0.1795
O	2.4547	-5.3527	13.3395	0.0159	0.0656	-0.1044
O	4.908	-4.3779	12.7771	0.0329	0.0351	-0.1278
O	1.8228	13.0743	16.3044	-0.0296	0.0341	0.0064
O	-1.4535	0.5023	9.8842	0.0323	0.0488	0.0506
O	7.3576	7.8556	16.4877	0.0596	-0.003	0.0829
O	2.8559	7.7149	14.3946	0.0578	-0.0815	-0.1022
O	5.0229	8.0447	12.9194	0.0315	0.0005	-0.204
O	1.8257	11.0689	23.5355	-0.0597	-0.0743	0.353
O	9.1758	12.4557	21.6887	0.0267	-0.0364	0.1136
O	5.4806	8.4059	24.018	0.0513	-0.0954	0.1309
O	5.8174	4.3706	21.5124	0	-0.0717	0.3562
O	-0.047	13.9374	19.439	-0.0317	-0.0102	0.0303
O	2.0509	1.0021	24.4635	0.078	-0.0573	0.5051
O	9.9466	11.2215	23.8147	-0.0457	0.0268	0.0482
O	4.0224	8.8884	19.7934	0.0944	0.0066	0.0432
O	6.3475	14.3197	23.4429	-0.0978	-0.1425	0.2577
O	1.9322	14.0363	23.5777	-0.0685	0.0601	0.2974
O	-3.1473	2.5874	17.3538	-0.0183	0.047	-0.0509
O	5.606	1.359	23.5966	0.0271	0.2058	0.178
O	11.6642	15.9594	18.8011	0.0196	0.0652	-0.0478
O	6.4181	10.77	23.4859	-0.0834	0.2586	0.2943
O	-2.5267	1.1272	12.1162	0.1179	0.1784	-0.189
O	3.2901	6.1947	12.2077	-0.0706	-0.097	-0.2773
O	-1.7595	11.2097	23.7303	0.004	0.0267	0.0964
O	5.6679	15.1139	18.6321	-0.0315	0.0521	0.1469
O	0.4189	-2.5037	13.9998	-0.0469	0.0562	-0.0731
O	7.4191	1.981	11.7789	0.04	-0.0094	-0.1171
O	-1.8937	13.8799	23.7933	0.0267	-0.0339	-0.0085
O	1.8834	7.5755	20.7406	0.0259	-0.0909	0.0474
O	10.0035	13.8878	23.745	-0.0424	-0.0366	0.0535
O	-1.5389	11.742	19.2262	-0.022	0.0074	0.0895
O	0.1875	5.5989	20.1337	-0.0456	-0.0492	0.0309
O	9.0813	11.8692	19.1551	0.0048	-0.0502	0.0656
O	2.0493	8.6469	24.4922	0.0292	0.1431	0.4982
O	10.0381	3.4741	23.7181	-0.0505	0.063	0.0399
O	4.491	13.1649	17.1652	0.0595	0.0286	0.0014
O	-3.6668	12.4706	22.3848	-0.0023	-0.0022	-0.0932
O	2.4947	13.8594	18.7101	0.0062	0.051	0.0784
O	2.3278	5.0485	21.5316	0.0033	-0.059	0.1932
O	2.5522	5.6965	18.9758	-0.0479	-0.0351	0.0906
O	7.9725	16.3566	19.2436	-0.0446	-0.012	0.0657
O	3.7718	1.3708	14.2403	0.0019	0.0251	-0.0704
O	4.0546	10.1843	22.5647	0.1814	-0.1111	0.0374
O	6.4559	8.7009	18.8576	0.0475	0.013	0.0336
O	1.9234	-5.8478	15.9279	-0.0107	0.0442	0.0254
O	5.5782	-4.459	10.1409	-0.0796	0.0435	-0.3281
O	9.885	4.7739	21.4506	0.0276	0.0329	0.13
O	7.1648	-3.283	11.8664	0.0051	-0.0045	-0.0839
O	-1.6259	4.4443	16.3046	-0.054	-0.0698	-0.0296
O	2.2366	6.0871	23.9287	-0.0203	-0.0579	0.0183
O	2.2432	3.4267	23.6153	0.0469	0.0063	0.1786
O	0.1064	4.8379	23.0302	-0.0367	0.0038	-0.1044
O	-0.2308	6.0563	14.7266	0.0027	-0.0819	-0.0428
O	2.0113	10.2343	20.9222	0.0601	0.1743	0.2913
O	10.3945	11.2526	16.9263	-0.0269	-0.0921	-0.0054
O	0.0804	10.8022	17.3503	-0.116	0.027	-0.0034
O	9.7531	1.8006	17.4638	0.0328	0.0503	-0.0424
O	1.8229	14.8903	21.0219	0.0894	-0.0165	0.1792
O	7.9552	10.2642	17.3665	-0.0035	0.0056	-0.0545
O	-1.7888	8.6901	24.4209	-0.0336	0.0237	0.6038
O	2.1312	-0.513	14.5726	0.0179	0.0828	-0.0112
O	1.8419	5.2939	10.1224	0.0162	-0.2007	-0.1764
O	9.6579	6.495	16.5273	0.0382	0.0248	0.1085
O	7.2137	4.3396	12.823	-0.0944	-0.0995	-0.1567
O	0.5802	5.5455	17.2086	-0.0872	-0.036	-0.0418
O	5.6934	4.4154	18.814	0.0152	-0.0223	0.115
O	7.7405	5.5851	20.0832	0.0154	0.0346	0.0664
O	9.8344	8.7018	24.4318	-0.063	0.0069	0.5927
O	9.8628	16.4007	24.3951	-0.0703	0.0213	0.6578
O	-2.0413	3.4766	23.6304	0.0161	0.0103	0.1219
O	7.5693	13.8572	20.0227	-0.0674	0.0122	0.0652
O	3.0635	5.239	16.4934	0.0051	-0.0579	-0.0164
O	9.2458	-0.6961	15.3283	0.0581	0.0265	0.0575
O	-1.6347	-1.2995	12.7793	-0.0176	0.0987	-0.1155
O	-2.0285	4.9675	21.4018	-0.0748	-0.0337	0.1371
O	-1.5106	7.1061	16.8067	-0.04	-0.0212	0.0105
O	-1.7912	0.9697	24.3934	-0.0289	0.0062	0.5838
O	1.8118	1.4689	16.2252	-0.042	0.0165	-0.0176
O	7.3749	5.2592	16.9517	0.0177	0.0015	0.0615
O	-1.846	9.2623	18.3358	-0.0586	-0.0562	0.0099
O	7.2369	2.6809	17.4751	0.0055	0.0063	-0.0055
O	-0.0687	2.1629	11.4025	0.2511	0.0142	0.105
O	5.4867	5.8088	23.7743	0.0641	-0.141	-0.0441
O	-5.1895	4.8689	10.0365	-0.1144	-0.2165	-0.1994
O	5.0236	2.8885	12.4993	-0.019	-0.0312	-0.0606
O	7.9898	6.1634	14.5274	0.0215	0.0085	-0.0973
O	6.8813	9.5518	11.9193	-0.0898	-0.0221	-0.186
O	7.4939	-2.3763	14.305	0.0234	0.016	-0.0521
O	11.5748	7.7069	17.8481	-0.0786	0.0394	-0.017
O	1.8542	3.3227	18.0539	-0.0632	-0.0861	0.0135
O	-3.9776	-3.6992	12.0279	-0.0066	0.0436	-0.1292
O	9.0416	8.1127	18.5424	0.0687	0.0133	0.0567
O	9.4442	-2.1559	12.5099	0.0786	0.0191	-0.0856
O	10.1999	14.1843	20.0277	-0.0002	-0.0438	0.002
O	5.3644	6.6733	20.2352	0.0712	-0.0717	0.0881
O	-2.569	14.0888	20.1278	-0.0171	-0.0012	0.0259
O	7.8358	4.8369	23.2112	-0.1612	-0.0195	-0.136
O	10.1895	5.7395	19.0327	-0.0011	-0.0312	0.0805
O	-1.4341	-3.9672	12.7199	-0.0477	-0.0414	-0.1534
O	3.2669	3.8624	14.2863	-0.0575	-0.0947	-0.118
O	-5.5337	-2.9345	10.0055	-0.0927	-0.1895	-0.4117
O	8.971	3.3491	19.4285	0.0869	0.0937	0.1048
O	11.6217	13.3718	17.9725	-0.0106	0.0127	0.0391
O	-1.062	12.6301	21.6326	-0.0173	-0.0251	0.1437
O	5.2658	3.8671	16.1703	0.0116	-0.043	0.0163
O	0.3197	-2.5462	11.3399	0.1216	-0.0243	-0.2234
O	3.0436	12.5666	21.7035	-0.0004	0.0098	0.0425
O	1.236	16.2248	18.7599	-0.0119	0.0602	-0.0075
O	6.2471	15.8295	21.1801	-0.0613	0.0824	0.2204
O	-4.0166	-0.3032	13.7141	0.0182	0.0309	-0.0369
O	4.0783	15.6193	16.5042	-0.0171	0.0447	-0.0057
O	0.411	8.5394	13.9693	-0.0491	-0.1	-0.1135
O	2.717	11.2757	17.8819	0.0641	0.1075	0.0358
O	-2.4415	11.4152	16.7747	-0.0461	-0.0359	-0.0466
O	10.03	6.1712	23.6979	-0.0707	-0.1048	0.026
O	4.0589	14.9951	22.347	0.1452	0.1724	0.0584
O	6.1146	8.9513	21.4676	0.0253	-0.005	0.1288
O	-3.9376	0.3384	16.1818	0.0524	0.0795	0.0351
O	2.8354	-3.4163	11.5299	0.0542	0.1051	-0.0133
O	-3.794	6.802	11.466	-0.1149	-0.1323	-0.0199
O	-1.6781	4.1336	18.9355	-0.0705	-0.0386	0.0364

Results
free energy: -270674.254 eV
free energy less fixed offsets of O -568.88, Si -635.61 eV per atom: -11.054 eV

The program warned: the cutoff lies below the one the program advises for these potential files; the forces do not sum to zero within the program's tolerance; the exchange-correlation potential is rough where the density is thin.
